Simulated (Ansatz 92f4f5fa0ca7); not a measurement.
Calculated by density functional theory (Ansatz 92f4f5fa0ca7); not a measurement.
Periodic cell of 226 atoms, Si134O92, from a study of silicon, its oxide and their interface. The atomic structure is a simulated model.

Settings: functional PBE; potential files Ansatz PAW; basis plane waves; wave-function cutoff 700 eV; density cutoff ratio 5; exchange-correlation grid ratio 1; k mesh 2 x 2 x 1, shifted by 0.5 0.5 0.5 of a step; self-consistency stop 5e-08 eV per atom in the density residual; occupations fixed; spin none; net charge 0.

Cell vectors (angstrom)
a	10.938	0	0
b	0	10.938	0
c	0	0	32.8977

Atoms and the computed forces on them: element, x, y, z (angstrom), force x, y, z (eV/angstrom)
Si	0.0906	-0.1772	25.3904	-0.0077	-0.0337	-0.0444
Si	5.847	-0.1916	25.4311	0.0123	-0.0142	-0.027
Si	2.5735	3.015	25.4513	-0.0077	0.0469	-0.0377
Si	7.9543	2.9146	25.3951	-0.0059	0.0109	-0.026
Si	0.2387	5.1307	25.5884	-0.0059	-0.0354	-0.0183
Si	5.6303	5.1186	25.4378	-0.0199	-0.045	-0.0374
Si	2.5405	8.6839	25.3409	-0.0083	0.0467	-0.0308
Si	8.0663	8.4521	25.3649	0.0138	0.0533	-0.0494
Si	1.3587	1.3763	26.6687	-0.0003	0.0119	0.015
Si	6.8975	1.3637	26.8145	-0.0009	-0.0093	0.0165
Si	4.1115	4.0761	26.8726	-0.0015	-0.0057	-0.0032
Si	9.5637	4.0057	26.8249	-0.0262	-0.0346	-0.0181
Si	1.4487	6.8895	26.6099	-0.0013	-0.0066	0.0098
Si	6.8366	6.8218	26.6043	-0.0084	-0.0037	0.0323
Si	4.1557	9.6521	26.7427	0.0227	0.0125	-0.0125
Si	9.5616	9.5737	26.793	-0.0137	0.0151	-0.0143
Si	2.7389	0.041	28.0974	-0.0116	-0.0123	-0.0073
Si	8.2376	0.0016	28.1644	-0.0128	-0.0174	-0.0197
Si	0.0132	2.6695	28.1401	0.0125	0.0103	-0.0077
Si	5.4782	2.6873	28.1632	0.0125	0.0171	-0.0211
Si	2.7359	5.5224	28.1099	-0.025	0.0065	-0.0081
Si	8.1967	5.4853	28.0808	-0.0101	0.0008	0
Si	0.0306	8.172	28.0802	0.0218	-0.0053	0.0017
Si	5.4758	8.1746	28.0649	0.0155	-0.0007	0.0016
Si	4.1018	1.3673	29.4795	-0.1464	-0.0949	0.3852
Si	9.5708	1.3673	29.4795	0.2253	-0.1684	0.5956
Si	1.3673	4.1018	29.4795	-0.0482	0.1284	-0.2046
Si	6.8362	4.1018	29.4795	0.0574	0.1206	-0.0716
Si	4.1018	6.8362	29.4795	0.128	0.1727	0.0636
Si	9.5708	6.8362	29.4795	0.0739	-0.0701	-0.1944
Si	1.3673	9.5708	29.4795	0.0803	0.0063	-0.2916
Si	6.8362	9.5708	29.4795	-0.1049	-0.182	-0.1415
Si	0	0	30.8467	-0.0746	0.0145	0.0232
Si	5.469	0	30.8467	-0.1325	-0.0788	0.0007
Si	2.7345	2.7345	30.8467	0.1012	0.0314	-0.0022
Si	8.2035	2.7345	30.8467	0.0646	0.0883	-0.0238
Si	0	5.469	30.8467	-0.055	-0.059	-0.0133
Si	5.469	5.469	30.8467	-0.0084	-0.0254	-0.0259
Si	2.7345	8.2035	30.8467	0.0766	0.0698	-0.0292
Si	8.2035	8.2035	30.8467	0.0111	0.0453	-0.0194
Si	1.3673	1.3673	32.214	-0.0254	0.0039	-0.0012
Si	6.8362	1.3673	32.214	0.0348	0.0193	-0.0276
Si	4.1018	4.1018	32.214	-0.0091	0.0325	0.0154
Si	9.5708	4.1018	32.214	-0.0199	-0.0497	0.007
Si	1.3673	6.8362	32.214	0.0094	0.0019	-0.0212
Si	6.8362	6.8362	32.214	-0.0201	-0.0469	0.0008
Si	4.1018	9.5708	32.214	0.0294	-0.0101	0.0121
Si	9.5708	9.5708	32.214	0.0547	-0.0105	0.019
Si	2.7345	0	0.6835	0.0362	-0.0087	0.0027
Si	8.2035	0	0.6835	-0.0501	0.0119	0.0057
Si	0	2.7345	0.6835	0.0397	0.0538	-0.0186
Si	5.469	2.7345	0.6835	-0.024	-0.0168	-0.0039
Si	2.7345	5.469	0.6835	-0.028	0.0114	0.0094
Si	8.2035	5.469	0.6835	0.0268	-0.0055	0.0063
Si	0	8.2035	0.6835	-0.0074	-0.0442	0.0006
Si	5.469	8.2035	0.6835	-0.0414	0.0787	-0.0084
Si	4.1018	1.3673	2.0507	0.05	0.1014	0.0511
Si	9.5708	1.3673	2.0507	-0.0058	0.0408	0.0239
Si	1.3673	4.1018	2.0507	-0.0967	-0.1602	-0.0658
Si	6.8362	4.1018	2.0507	0.0063	0.0415	0.0301
Si	4.1018	6.8362	2.0507	0.0847	-0.0658	-0.0226
Si	9.5708	6.8362	2.0507	0.0342	0.0547	0.0372
Si	1.3673	9.5708	2.0507	0.0058	0.0309	0.0173
Si	6.8362	9.5708	2.0507	0.0137	-0.0428	-0.0298
Si	0	0	3.418	0.013	-0.2921	0.3843
Si	5.469	0	3.418	0.1101	-0.0786	0.2378
Si	2.7345	2.7345	3.418	-0.4795	-0.121	-0.6358
Si	8.2035	2.7345	3.418	0.1743	-0.0326	0.1999
Si	0	5.469	3.418	-0.0264	-0.2315	-0.0885
Si	5.469	5.469	3.418	0.0142	0.3487	-0.4618
Si	2.7345	8.2035	3.418	-0.2381	0.0973	0.4907
Si	8.2035	8.2035	3.418	0.1725	0.355	-0.3705
Si	1.3805	1.3724	4.7899	0.0022	-0.0036	0.0214
Si	6.8955	1.3298	4.8046	0.0297	-0.0124	0.022
Si	4.0222	4.1609	4.6629	0.0054	0.0208	0.0425
Si	9.5796	4.1132	4.8123	0.013	0.001	0.0066
Si	1.3055	6.8246	4.8095	-0.0066	0.0156	-0.0115
Si	6.8253	6.9036	4.7231	-0.0066	-0.0074	0.0305
Si	4.0934	9.5936	4.8299	-0.0019	0.0135	-0.0099
Si	9.5563	9.5366	4.8521	0.0021	0.003	-0.0188
Si	2.8109	0.1089	6.2154	-0.0283	0.0069	0.0413
Si	8.3297	0.0539	6.304	-0.0242	0.001	-0.0366
Si	0.0795	2.7854	6.1812	-0.0036	-0.0043	-0.0195
Si	5.4007	2.7806	5.8821	-0.0178	0.0082	0.0138
Si	2.7854	5.5401	6.1174	-0.0139	-0.0507	-0.0073
Si	8.1596	5.5429	6.0705	-0.024	0.0146	0.0248
Si	-0.2158	7.9594	6.2755	0.0571	0.0372	0.043
Si	5.5934	8.3313	6.1488	0.0073	0.0046	-0.0024
Si	4.0178	1.7262	7.4038	-0.0127	0.0049	0.0024
Si	9.9645	1.2607	7.6377	0.017	-0.0134	0.0697
Si	1.7459	3.9024	7.4366	0.0295	-0.0357	0.0333
Si	6.4758	4.3715	7.1106	-0.014	0.0194	0.02
Si	4.4523	6.6913	7.3276	0.0227	-0.0436	0.0467
Si	9.0531	6.9206	7.7698	-0.0398	0.0114	-0.0059
Si	1.4317	10.152	7.8901	-0.0035	-0.0237	-0.0532
Si	7.0992	9.4824	7.6552	-0.0032	-0.0257	0.0752
O	5.4756	5.4808	7.8649	-0.0072	0.0326	0.0076
O	0.1971	0.2457	8.2669	-0.0157	0.012	-0.0028
O	2.8613	2.7875	7.9141	-0.0044	0.0205	0.0177
O	8.0761	8.2351	8.1527	0.0011	-0.0047	0.0006
O	1.2378	9.6405	24.9801	-0.0058	0.013	-0.0337
O	6.8052	4.0379	24.958	-0.0001	0.0019	-0.0199
O	6.9311	9.5895	24.8853	0.008	-0.0074	-0.0082
O	1.4102	4.1113	24.9868	0.0176	-0.0191	-0.0233
O	6.5356	10.2387	9.0322	0.0039	-0.0077	-0.0302
O	1.1455	4.4643	8.857	0.0104	0.0065	-0.0034
O	2.2321	9.5965	9.2405	0.0023	-0.0173	-0.0019
O	7.1226	3.3039	8.161	0.0098	0.0006	0.0235
O	11.7672	8.8023	7.2243	-0.0292	-0.0221	0.0462
O	4.7528	1.2106	8.7735	0.0195	-0.0044	-0.0008
O	3.8796	7.5439	8.6052	-0.015	-0.0099	-0.0046
O	9.303	2.0204	8.9553	-0.0063	-0.0105	-0.0186
O	5.3871	0.6992	24.1154	-0.006	-0.0223	0.0089
O	8.4172	2.1683	23.9941	0.0024	0.0119	0.008
O	10.1226	5.5303	24.3899	0.0285	0.0323	-0.0162
O	4.6492	5.4762	24.1552	0.0311	-0.0102	-0.0002
O	8.9718	7.9266	24.0574	-0.0305	-0.0122	0.0173
O	3.4102	2.564	24.0987	-0.008	-0.0004	0.0049
O	2.7381	6.3172	22.4502	-0.0045	-0.0116	-0.0178
O	10.2925	0.3155	23.9909	0.0132	0.0004	0.0132
Si	0.484	13.8815	15.0621	0.0039	0.0013	-0.0031
Si	4.7035	0.4031	15.5007	-0.0057	0.0049	0.0028
Si	5.8107	8.3783	21.4119	0.0008	-0.0053	0.0077
Si	-1.3398	5.3071	14.6814	0.0092	0.0008	-0.0017
Si	6.8894	3.7832	15.3931	-0.0048	-0.0022	-0.0032
Si	5.417	5.9811	13.8547	-0.0049	-0.0042	-0.0007
Si	11.4593	7.4008	19.1622	0.0021	-0.0022	-0.0028
Si	4.2336	1.4523	23.2351	-0.0052	-0.0046	0.005
Si	0.1086	0.1593	14.1016	0.0043	0.0013	-0.0096
Si	-1.5677	1.2653	23.0219	0.0036	0.0043	0.0039
Si	10.0826	-9.9267	16.8141	-0.0017	-0.0029	0.0079
Si	7.9622	2.8246	9.4476	-0.0175	0.0085	-0.0174
Si	12.0392	5.587	10.021	0.0144	-0.0065	-0.0033
Si	9.0499	5.734	10.014	0.0082	-0.0031	0.0167
Si	-9.4331	8.4645	14.0436	0.0021	0.0007	-0.0025
Si	3.2748	9.6478	22.5639	-0.0066	-0.0001	0.0129
Si	8.0701	4.9384	21.2064	0.002	-0.0011	0.009
Si	2.788	6.6192	12.0957	0.0005	-0.0033	-0.0098
Si	10.6756	-3.4017	16.4681	0.0041	0.0009	0.0066
Si	5.3559	4.0564	18.06	0.0008	0.0038	0.0031
Si	8.8143	8.3236	18.5459	-0.0022	0.0024	0.0006
Si	15.4717	8.5954	14.6261	-0.0019	-0.0013	0.0029
Si	2.6823	8.0521	9.5771	0.0005	-0.0014	-0.0057
Si	10.7522	3.4523	21.1772	0.0037	0.0048	0.0071
Si	0.9524	12.4007	19.1681	-0.0001	0.0002	0.0048
Si	5.499	3.4647	21.1497	0.006	0.0006	0.0031
Si	5.4927	10.6753	12.6526	-0.006	0.0007	-0.0077
Si	-2.316	9.8914	21.1076	-0.008	-0.0028	0.0008
Si	12.2113	6.0472	21.7665	-0.0029	-0.0013	0.0112
Si	7.3836	0.9124	15.8097	0.0029	0.0049	0.0076
Si	0.8034	9.8146	20.7657	0.0045	0.006	0.0018
Si	2.8727	2.4855	16.8661	-0.0012	0.0001	-0.0009
Si	8.2368	10.1147	13.4354	0.0018	0.0042	-0.0104
Si	-2.7977	6.9831	12.6028	0	0.0012	0.001
Si	9.6486	6.6348	23.3043	0.0112	-0.0101	0.0162
Si	4.3308	5.931	22.6238	0.0008	0.0041	0.0046
Si	5.8576	0.6014	9.7979	-0.0277	0.0144	-0.0132
Si	6.4217	-4.2476	19.0539	-0.0024	0.0031	-0.0026
O	11.4452	2.8669	19.8362	-0.0038	-0.017	0.0111
O	-0.2252	11.7102	18.2793	0.0171	0.0206	-0.0101
O	10.3713	2.2662	22.2179	-0.0205	-0.0064	-0.0106
O	3.3761	8.6809	23.8949	-0.0291	0.0097	0.0035
O	5.5051	14.2309	19.5116	-0.0011	0.0263	0.0107
O	1.2378	10.0231	13.579	-0.0123	0.0029	0.0177
O	8.354	4.2258	10.2177	0.0067	0.0038	-0.0064
O	7.0244	3.7666	21.6771	-0.0169	0.0118	-0.0234
O	0.3644	-2.7433	15.1455	0.0089	-0.009	0.002
O	9.4251	4.2391	20.6557	-0.0058	0.0044	0.0255
O	3.1371	0.3077	22.8596	0.0187	-0.0032	-0.0047
O	4.9565	0.7043	13.8861	0.0054	-0.0224	0.0157
O	3.2716	7.8346	11.0908	-0.0236	-0.0214	-0.0014
O	-4.2525	6.3131	12.8973	0.0061	-0.0002	0.0225
O	8.3195	6.8485	10.9808	0.0118	-0.0165	0.0081
O	5.4394	7.1159	22.3841	-0.0077	-0.004	-0.0275
O	12.318	7.07	9.3796	0.0195	-0.0027	0.0272
O	10.384	-8.4231	16.2538	0.015	-0.0205	-0.0125
O	-3.6168	2.2753	14.8861	-0.0002	-0.005	0.0235
O	4.9135	2.1407	21.9128	-0.0102	0.0058	0.017
O	-2.4619	0.9185	17.003	0.001	0.0015	-0.0288
O	7.6941	-0.4423	14.9363	0.002	0.016	-0.0049
O	-0.2395	10.9101	15.7026	-0.008	0.03	-0.0103
O	4.656	-1.4407	21.6916	-0.008	-0.0207	0.0063
O	2.9541	-2.6446	14.7115	-0.0055	0.0069	-0.0082
O	-1.1167	7.3189	19.4017	0.0191	0.0253	-0.0257
O	-5.9279	9.1732	13.1475	-0.0008	0.0121	0.0322
O	-0.3888	5.5415	10.6314	-0.0031	0.0029	-0.0113
O	9.6958	-0.1274	13.2121	-0.0035	-0.0093	0.0328
O	8.4784	0.3965	21.9147	0.0123	0.0148	0.0173
O	-3.8194	10.7477	12.4425	0.0043	-0.0159	0.0341
O	-2.7363	15.5829	15.1062	-0.0105	-0.0031	-0.0062
O	8.2711	8.5136	13.1584	-0.0022	-0.0004	0.0002
O	-3.5995	5.7782	20.0379	-0.0068	-0.0014	0.0055
O	1.8848	3.28	15.8307	-0.014	-0.0132	0.0021
O	7.4564	7.526	18.1042	0.0114	-0.0017	0.0266
O	1.9036	9.2291	21.8058	0.0095	0.0183	-0.0141
O	16.2605	7.2053	14.9552	-0.0101	-0.001	-0.0279
O	5.9129	0.8723	16.4869	0.0103	-0.0073	-0.015
O	6.9796	1.7484	10.2136	0.001	-0.0083	-0.0134
O	5.392	5.6931	18.2716	0.0175	-0.017	0.0133
O	3.3988	1.2088	15.9893	0.0195	-0.0007	0.0012
O	5.6039	7.8316	19.8849	0.0176	-0.0123	0.0181
O	0.8639	4.4701	21.9073	-0.0152	0.0188	-0.016
O	-6.2253	9.735	15.7608	0.0068	0.0053	-0.0317
O	10.8117	4.2638	14.3426	-0.0075	-0.0063	0.0206
O	1.5094	18.2341	12.8982	0.0037	-0.0083	0.0034
O	2.2003	5.3619	11.2162	-0.0163	0.0383	-0.0094
O	4.5556	4.7415	21.5297	0.0205	-0.0021	0.0161
O	9.3493	17.1117	13.3354	-0.0234	0.0056	0.0064
O	0.6218	12.6546	13.9593	-0.0198	-0.0002	0.0333
O	14.9528	6.0201	12.9937	0.0099	0.0135	0.0035
O	8.4657	5.9564	22.4141	0.0153	-0.0012	-0.014
O	9.6207	8.6143	17.1442	0.0132	-0.0348	0.0152
O	11.7864	7.0909	17.5929	-0.0371	0.0171	0.0108
O	6.5576	3.7108	16.9988	-0.013	0.0155	-0.0145
O	2.2031	12.7517	18.1944	-0.006	0.0052	-0.0062
O	12.1631	11.3472	20.3832	-0.0068	-0.007	-0.0074
O	9.9437	-4.7578	15.9997	0.0104	0.0079	-0.0079
O	11.0221	6.9684	22.4572	-0.0053	-0.0353	-0.0163
O	5.6458	4.5196	14.5796	0.0156	0.0192	0.0035
O	3.9693	3.5762	17.3557	0.0046	-0.0119	0.0118
O	-0.7081	9.5901	21.3897	0.0195	-0.0129	-0.0085
O	7.3473	8.9591	21.6518	-0.011	0.0121	-0.0091
O	5.0092	0.1563	11.1479	0.0164	0.0066	-0.0194
O	12.2548	6.4047	20.166	-0.0203	0.0096	0.0169
O	0.9656	-1.9883	19.3983	-0.0161	-0.0137	0.0253
O	8.4975	-1.2655	19.4567	0.0093	-0.0215	-0.0018

Results
free energy: -137526.366 eV
free energy less fixed offsets of O -569.03, Si -635.61 eV per atom: -3.866 eV

The program warned: the cutoff lies below the one the program advises for these potential files; the exchange-correlation potential is rough where the density is thin.
